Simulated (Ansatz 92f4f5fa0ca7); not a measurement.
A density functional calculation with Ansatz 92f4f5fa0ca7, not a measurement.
Periodic cell of 225 atoms, Si132O91B2, from a study of silicon, its oxide and their interface. The atomic structure is a simulated model.
Doubt: the cutoff is far below the 930 eV that the study's wrapper takes by default for these files, so forces and energies are approximate.
This geometry differs little from another in the collection (a relaxation step or a small displacement).

Settings
functional: PBE
potential files: Ansatz PAW
basis: plane waves
wave-function cutoff: 580 eV
density cutoff ratio: 5
exchange-correlation grid ratio: 1
k mesh: 1 x 1 x 1, Gamma-centred
self-consistency stop: 5e-08 eV per atom in the density residual
occupations: fixed
spin: none
net charge: 0

Cell vectors (angstrom)
a 10.938 0 0
b 0 10.938 0
c 0 0 31.9494

Atoms: element, x, y, z (angstrom)
Si 10.6283 0.0036 24.4052
Si 5.0781 0.1333 24.6438
Si 2.8188 2.3 24.5181
Si 8.5701 2.4386 24.5509
Si 10.7099 5.5929 24.3188
Si 5.1584 5.6148 24.4389
Si 2.9881 7.9553 24.3911
Si 8.4182 7.8363 24.4056
Si 1.2931 1.1352 25.8301
Si 6.8155 1.331 25.7319
Si 3.9855 4.0141 25.7248
Si 9.6875 4.0286 25.837
Si 1.3393 6.7961 25.6601
Si 6.8063 6.7236 25.7406
Si 4.0054 9.4728 25.9368
Si 9.4846 9.4453 25.7924
Si 2.641 -0.1305 27.2776
Si 8.14 -0.0647 27.1399
Si 0.0749 2.6598 27.1995
Si 5.452 2.7227 27.1077
Si 2.6667 5.4186 27.1047
Si 8.1929 5.371 27.1291
Si 0.0111 8.1532 27.1243
Si 5.5113 8.1451 27.1691
Si 4.0867 1.3303 28.4955
Si 9.5409 1.3277 28.4992
Si 1.3867 4.0664 28.5602
Si 6.8103 4.0621 28.5232
Si 4.0857 6.7799 28.4818
Si 9.5573 6.7841 28.4813
Si 1.2971 9.4815 28.6171
Si 6.8254 9.5338 28.559
Si -0.0288 -0.0037 29.911
Si 5.4633 -0.0055 29.8936
Si 2.7641 2.7144 29.9021
Si 8.1981 2.7192 29.8862
Si -0.0026 5.4552 29.8883
Si 5.4633 5.4561 29.886
Si 2.7539 8.1605 29.9031
Si 8.2251 8.1787 29.8886
Si 1.3673 1.3673 31.2657
Si 6.8362 1.3673 31.2657
Si 4.1018 4.1018 31.2657
Si 9.5708 4.1018 31.2657
Si 1.3673 6.8362 31.2657
Si 6.8362 6.8362 31.2657
Si 4.1018 9.5708 31.2657
Si 9.5708 9.5708 31.2657
Si 2.7345 0 0.6835
Si 8.2035 0 0.6835
Si 0 2.7345 0.6835
Si 5.469 2.7345 0.6835
Si 2.7345 5.469 0.6835
Si 8.2035 5.469 0.6835
Si 0 8.2035 0.6835
Si 5.469 8.2035 0.6835
Si 4.0745 1.3894 2.0667
Si 9.5901 1.3552 2.0436
Si 1.3656 4.1226 2.0736
Si 6.8217 4.1381 2.0396
Si 4.0909 6.8446 2.0402
Si 9.5629 6.8575 2.0736
Si 1.3636 9.5979 2.0564
Si 6.8444 9.6075 2.0544
Si 0.0329 0.0384 3.4672
Si 5.475 0.0447 3.4168
Si 2.6919 2.739 3.4734
Si 8.244 2.7895 3.3312
Si 0.0309 5.5307 3.4571
Si 5.4724 5.5277 3.4264
Si 2.7453 8.2367 3.3933
Si 8.2766 8.3284 3.442
Si 1.3188 1.4038 4.926
Si 6.8892 1.4684 4.6913
Si 4.0767 4.1435 4.7731
Si 9.6031 4.0934 4.7506
Si 1.3627 6.9829 4.8336
Si 6.8345 7.0092 4.7211
Si 4.1037 9.5895 4.7614
Si 9.6892 9.6323 4.9208
Si 2.7222 -0.0702 6.1885
Si 8.3194 0.2253 6.1056
Si -0.1494 2.7244 6.3548
Si 5.5437 2.8288 6.0867
Si 2.6999 5.5438 6.1132
Si 8.3052 5.6576 5.9157
Si 0.2255 8.402 6.4562
Si 5.4976 8.3263 6.2109
Si 4.4005 1.151 7.3067
B 9.228 1.6643 7.2761
Si 1.0972 4.444 7.4853
Si 6.68 4.6077 7.2058
Si 4.2795 6.6888 7.4783
Si 9.7972 6.6907 7.4716
B 1.8319 9.4866 7.4635
Si 6.7433 10.0137 7.397
O 9.5872 1.2427 23.9664
O 4.1073 6.8053 23.9308
O 4.0106 1.2482 24.0162
O 9.5389 6.7082 23.8807
O -0.0412 5.5495 8.0073
O 5.5635 0.1297 7.913
O 5.5028 5.6213 7.7546
O 7.5677 4.321 8.5614
O 8.7564 7.1073 8.7092
O 2.3506 9.2656 8.7102
O 8.6209 1.9271 8.4737
O 7.6273 9.5232 8.7081
O 3.5722 1.8033 8.5638
O 3.6418 7.0778 8.9801
O 2.0117 3.9794 8.7916
O 8.1381 3.4862 23.3419
O 0.4517 4.9376 22.933
O 1.8962 2.7445 23.227
O 5.8274 4.9029 23.1044
O 5.5263 10.0111 23.4697
O 2.4425 8.6857 23.0022
O 0.1918 10.0692 23.0694
O 7.7839 8.5801 23.0631
Si 8.6597 7.689 18.4154
Si 8.7912 6.3237 13.5546
Si 3.795 1.5349 14.7075
Si 2.125 5.7458 17.6012
Si 2.4216 3.1426 19.4703
Si 9.8162 9.0304 12.0582
Si 1.3298 9.4189 22.0598
Si 9.1692 0.9508 13.194
Si 1.459 5.0595 12.9602
Si 1.8082 8.2824 12.7462
Si 6.6558 9.56 22.4041
Si 4.5221 4.5998 15.6789
Si 8.1579 3.1546 9.4863
Si 0.8389 8.2483 19.2389
Si 6.9577 1.3503 21.0615
Si 8.255 8.3504 9.6422
Si 10.9098 5.1784 15.556
Si 7.5697 9.4701 16.2845
Si 9.9348 2.0668 20.2647
Si 3.2826 8.4332 9.8299
Si 6.7006 3.3533 17.3821
Si 1.1667 0.2103 19.7836
Si 3.2437 2.7968 12.2513
Si 7.2193 5.3912 19.667
Si 5.7745 8.6554 11.507
Si 5.7815 6.0525 13.1528
Si 4.6394 9.6992 17.5923
Si 1.0241 3.6029 22.1541
Si 4.9056 1.4822 18.769
Si 3.1575 3.0634 9.4803
Si 6.4462 10.8038 13.7656
Si 10.3565 0.0831 15.9528
Si 5.6385 3.6507 11.0854
Si 9.8609 3.8545 11.8614
Si 2.3545 9.9121 15.5026
Si 6.0784 8.1228 19.7756
Si 6.9325 3.9686 22.3597
Si 9.7653 2.7581 17.3265
O 7.2041 6.3415 13.9097
O 1.8784 7.0604 18.6469
O 10.3367 3.9695 16.4388
O 6.1732 9.9429 17.0218
O 10.1514 0.6782 14.4545
O 8.4532 6.1101 18.8448
O 5.167 0.6723 14.4065
O 5.7336 2.0523 17.4928
O 8.3489 1.9507 20.5133
O 1.9936 4.2999 18.3834
O 6.9497 2.8147 10.5463
O 4.8778 2.6752 12.1502
O 6.0216 4.3994 16.3266
O 4.5234 3.9141 9.8883
O 10.6909 2.7882 21.5207
O 9.7285 6.0955 14.8864
O 6.0103 6.4865 19.8138
O 4.0921 0.17 18.2397
O 9.2433 10.5467 12.2591
O 2.8841 4.3528 12.6351
O 1.9109 10.7007 21.1898
O 3.9991 2.7213 19.3464
O 0.7415 10.0135 15.927
O 1.2744 9.8058 18.8127
O 1.7183 1.6632 19.2531
O 8.9465 10.3498 16.466
O 4.8735 8.5828 18.7676
O 9.6063 8.7819 10.4585
O 6.7509 4.0861 18.8326
O 2.8477 1.7217 13.3787
O 5.8372 8.7721 21.2405
O 2.525 2.4172 10.8462
O 7.6114 4.8489 21.1559
O 5.2138 7.465 12.5082
O 0.4249 9.0823 12.5074
O 7.5765 1.0456 13.5669
O 7.1053 9.6113 14.7123
O 8.9711 5.0231 12.5721
O 8.0887 8.0065 16.8816
O 6.2173 2.5702 21.8747
O 2.4829 9.0674 14.0549
O 0.4359 4.4643 11.8331
O 0.8125 8.3174 20.9106
O 9.4586 3.6611 10.2964
O 9.6644 2.3772 12.5547
O 7.6214 8.5614 19.3589
O 2.5022 8.289 11.2533
O 3.9835 3.0529 15.3483
O 0.9112 4.5245 14.3969
O 10.0599 2.9997 18.9164
O 9.1544 7.7829 12.9007
O 10.5151 0.5437 20.0551
O 6.0089 5.0259 11.8825
O 8.1636 2.765 16.9767
O 3.5161 5.4789 16.686
O 4.7075 9.086 10.3206
O 1.5865 6.6849 13.052
O 4.7621 5.4831 14.3089
O 2.0581 3.8508 20.9032
O 10.5399 1.3689 16.943
O 0.9167 6.0605 16.5415
O 7.3493 10.9498 21.9002
O 5.9342 0.9102 19.889
O 6.0586 10.0193 12.375
O 2.8409 0.54 15.568
O 7.0992 8.0191 10.7645
O 10.2432 8.0178 18.6609
O 3.4575 9.1907 16.5367

Results
free energy: -135977.975 eV
free energy less fixed offsets of B -154.04, O -568.88, Si -635.61 eV per atom: -1.295 eV

Forces (eV/angstrom), in the order of the atoms: element, x, y, z
Si 0.0061 0.0052 0.0019
Si -0.0014 -0.0013 0.0064
Si -0.0022 -0.0019 -0.0005
Si 0 0.0017 0.0065
Si -0.0048 -0.0062 0.0072
Si 0.0016 0.0035 0.0016
Si 0.0023 0.0029 0.0088
Si -0.0031 -0.0074 0.001
Si -0.0011 -0.0023 0.0034
Si 0.0046 0.0002 -0.0027
Si -0.0009 0.003 -0.0001
Si 0.0025 0.0005 -0.0001
Si 0.0052 0.0011 -0.0038
Si 0.0009 -0.0001 0.0042
Si 0.0022 -0.0042 -0.0008
Si 0.0037 0.0012 -0.0005
Si -0.0041 -0.0005 0.0008
Si -0.0123 -0.0049 0.0012
Si 0.0036 0.0039 -0.0015
Si 0.0053 0.003 -0.0022
Si -0.0035 -0.0068 -0.0031
Si -0.0021 -0.0007 -0.0079
Si -0.0058 -0.0048 -0.0031
Si -0.0004 0.0007 -0.0035
Si -0.0075 -0.0051 0.0037
Si 0.0047 0.0051 0.0022
Si -0.0091 0.0004 -0.0067
Si -0.0017 0.0022 -0.0036
Si 0.0028 0.0087 0.0021
Si -0.0044 0.0028 0.003
Si 0.009 0.0113 -0.0124
Si -0.0009 0.0002 -0.0074
Si -0.0049 0.0015 0.0083
Si 0.0021 0.0034 -0.0003
Si 0.0057 -0.0041 0.0017
Si 0.0008 -0.0012 0.0018
Si 0.0056 0.0002 -0.0004
Si -0.0009 -0.0012 0.001
Si 0.0061 -0.0119 0.0046
Si 0.0042 -0.0028 -0.0009
Si 0.0711 0.0157 -0.1071
Si 0.0277 -0.0566 -0.0359
Si 0.106 -0.0663 0.0196
Si -0.0445 -0.09 -0.0915
Si -0.0087 -0.1914 0.015
Si 0.0378 -0.0417 -0.1638
Si 0.0007 -0.0252 -0.0474
Si -0.1522 -0.1278 0.0913
Si -0.0476 0.0519 0.0072
Si -0.0276 0.0545 -0.1121
Si 0.0973 0.111 0.0951
Si -0.1297 0.1253 0.1278
Si -0.0595 -0.1302 0.0061
Si -0.0403 0.2086 0.0208
Si 0.0134 0.1033 0.1373
Si 0.149 0.1111 0.1258
Si 0.0076 -0.0018 0.0063
Si -0.0001 0.0053 -0.006
Si -0.0141 0.0104 0.0043
Si -0.0117 0.0107 -0.0116
Si 0.0034 -0.0012 -0.0088
Si 0.0008 -0.004 0.0083
Si 0.004 -0.0067 -0.0059
Si -0.0054 0.0054 0.0029
Si -0.0049 -0.002 0.008
Si -0.0027 -0.0039 0.0022
Si 0.0172 0.0108 -0.007
Si 0.0074 -0.0209 0.0202
Si 0.0102 -0.0099 0.0041
Si 0.0028 -0.0087 -0.013
Si -0.0144 0.011 0.017
Si -0.0181 -0.0115 -0.0074
Si -0.0104 -0.0127 0.0014
Si -0.0075 0.0329 -0.0189
Si -0.0039 -0.0062 -0.0218
Si -0.0209 0.0259 -0.019
Si 0.0249 -0.0229 -0.0181
Si 0.013 0.0119 -0.0221
Si 0.0296 -0.0299 -0.0208
Si 0.007 0.0076 0.0004
Si 0.018 0.0407 -0.023
Si -0.0068 -0.0549 -0.0327
Si 0.0488 0.0172 -0.017
Si -0.0022 -0.0351 0.0124
Si -0.0488 0.0058 0.0117
Si 0.0087 -0.0169 0.0188
Si 0.0025 0.0118 -0.0011
Si -0.006 0.0372 0.0057
Si 0.0261 0.0548 -0.0398
B -0.0292 0.0057 0.0386
Si 0.0544 0.0456 -0.0222
Si 0.0228 0.0171 0.0504
Si 0.0302 -0.0265 0.0407
Si -0.0368 -0.0189 -0.0146
B -0.0475 -0.0307 0.0505
Si -0.0235 -0.0558 -0.0101
O -0.0027 -0.0039 -0.0037
O -0.0019 -0.0043 -0.0044
O 0.0006 0.0018 -0.0026
O 0.001 0.0016 -0.0041
O 0.001 -0.0068 0.0189
O 0.0032 -0.0039 0.0379
O -0.0258 -0.0013 -0.0298
O -0.0051 0.003 -0.0134
O 0.0094 0.0021 -0.0033
O 0.0014 0.0128 -0.0268
O 0.0071 -0.0269 -0.041
O 0.0014 0.0153 -0.0069
O -0.0116 -0.0124 0.0041
O -0.0046 0.0024 -0.003
O -0.0087 -0.0084 -0.0017
O 0.0009 -0.0013 -0.0009
O 0.0006 0.0021 -0.0001
O 0.0021 -0.0009 0.0013
O -0.0007 0 0.0006
O -0.0015 0.0015 -0.0001
O 0 -0.001 -0.0012
O -0.0024 0.0005 0.0011
O 0.0019 0.0001 0.0016
Si -0.0002 0.0001 0.0008
Si -0.0022 -0.0005 0.0014
Si 0 -0.0004 0.0005
Si 0.0001 -0.0004 0
Si 0.0004 -0.0001 0.0004
Si -0.0006 -0.0023 0.0032
Si 0.0002 -0.0002 -0.0018
Si -0.0008 -0.0008 0.0029
Si 0.0009 0.0005 0.002
Si -0.0002 -0.0013 0.0022
Si -0.0007 0.001 -0.0032
Si 0.0004 -0.0005 -0.0007
Si -0.0579 0.0292 0.0051
Si 0 -0.0012 0.0003
Si 0.0002 0.0003 -0.0006
Si -0.0005 -0.0085 0.0127
Si -0.001 0.0002 0.0004
Si 0.0001 0.001 0
Si -0.0002 0.0001 -0.0001
Si 0.0189 -0.0103 0.0149
Si 0.0001 0.0001 0.0003
Si -0.0002 -0.0001 0.0006
Si 0.0029 -0.0001 0.0013
Si -0.0001 -0.0009 0.0001
Si -0.0021 -0.0044 0.0016
Si 0.0007 -0.0005 -0.0023
Si 0.0003 -0.0001 0.0004
Si -0.0008 -0.0012 -0.0027
Si 0.0001 -0.0006 0.0004
Si 0.0078 0.0056 0.0149
Si -0.0009 0.0005 0.0011
Si 0.0005 -0.001 0.0015
Si 0.0092 0.0024 0.0012
Si -0.0007 0.0011 0.0072
Si -0.0003 0.0002 0.0006
Si 0 -0.0005 -0.0006
Si 0.0002 -0.0005 -0.0017
Si 0.0005 -0.0001 -0.0001
O 0.0005 -0.0002 -0.0009
O -0.0004 0.0008 -0.0006
O -0.0006 -0.0019 -0.0008
O -0.0012 -0.0005 -0.0015
O 0.0011 -0.0007 -0.0003
O -0.0003 -0.0006 -0.0014
O 0 -0.0005 -0.0007
O -0.0007 -0.001 -0.001
O -0.0007 -0.0007 -0.001
O 0.0002 -0.0019 -0.0007
O -0.0025 -0.0029 0.0053
O -0.0017 -0.0017 -0.0007
O 0.001 -0.001 -0.0006
O -0.0074 -0.0012 -0.0057
O 0.0015 0.0009 0.0009
O 0.0006 -0.0008 -0.0009
O -0.0001 -0.0002 -0.0017
O 0.0001 0.0005 -0.0016
O 0.0003 -0.0007 -0.0019
O -0.0001 0.0002 -0.0016
O 0.0001 -0.0011 0.0006
O -0.0007 -0.0001 -0.0016
O -0.0005 -0.0003 -0.0022
O -0.0001 -0.0001 -0.001
O -0.0001 -0.0004 -0.0015
O -0.0005 -0.0009 -0.0018
O 0.0006 -0.0014 -0.0001
O -0.0016 0.0002 -0.004
O 0.0004 0.001 0
O 0.0001 -0.001 -0.0005
O 0.0006 0.0001 0.001
O 0.0011 0 -0.005
O -0.0001 -0.001 0.0008
O 0.0008 0.0004 -0.0024
O 0.0016 0.0002 -0.0019
O 0.0007 -0.0007 -0.0017
O 0.0008 -0.0008 -0.0003
O 0.0005 0 -0.0015
O 0.0006 -0.0017 -0.0001
O -0.0002 0.0003 -0.0002
O 0.0007 0.0005 -0.0005
O 0.0012 0.0004 -0.0001
O 0 0.0001 0.0002
O 0.0395 0.0063 0.0181
O -0.0001 0.0002 -0.0036
O -0.0008 -0.0002 -0.0013
O -0.0036 -0.0002 0.0003
O 0.0002 0.0005 -0.001
O -0.0002 -0.0011 -0.0009
O 0.0002 -0.0006 0.0004
O 0.0002 -0.0002 -0.0012
O 0 -0.0003 -0.0013
O -0.0016 0.0018 0.0026
O 0 -0.0005 -0.0016
O -0.0012 0.0003 -0.0011
O 0.0002 0.0021 -0.0026
O 0.0001 -0.0012 -0.0022
O -0.0012 -0.0015 0.0015
O -0.0009 0.0002 0.001
O -0.0002 0.0008 -0.0014
O 0.0014 0.0002 0.0001
O 0.0002 -0.0018 -0.0003
O 0.0011 -0.0005 -0.0002
O 0.0008 0.0002 -0.0013
O -0.0002 -0.001 -0.0016
O 0.0022 0.0029 -0.0035
O 0.0007 -0.0003 -0.0014
O 0.0012 -0.0006 -0.0004

The program warned: the cutoff lies below the one the program advises for these potential files; the exchange-correlation potential is rough where the density is thin.
